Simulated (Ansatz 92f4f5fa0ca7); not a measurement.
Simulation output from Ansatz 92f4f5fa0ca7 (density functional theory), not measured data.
Periodic cell of 262 atoms, Si166O96, from a study of silicon, its oxide and their interface. The atomic structure is a simulated model.
Doubt: the cutoff is far below the 930 eV that the study's wrapper takes by default for these files, so forces and energies are approximate.
This geometry differs little from another in the collection (a relaxation step or a small displacement).

Settings
functional: PBE
potential files: Ansatz PAW
basis: plane waves
wave-function cutoff: 580 eV
density cutoff ratio: 5
exchange-correlation grid ratio: 1
k mesh: 1 x 1 x 1, Gamma-centred
self-consistency stop: 5e-08 eV per atom in the density residual
occupations: fixed
spin: none
net charge: 0

Cell vectors (angstrom)
a, 10.938, 0, 0
b, 0, 10.938, 0
c, 0, 0, 37.9992

Atoms: element, x, y, z (angstrom)
Si, 0, 0, 0.683
Si, 5.469, 0, 0.683
Si, 2.7345, 2.7345, 0.683
Si, 8.2035, 2.7345, 0.683
Si, 0, 5.469, 0.683
Si, 5.469, 5.469, 0.683
Si, 2.7345, 8.2035, 0.683
Si, 8.2035, 8.2035, 0.683
Si, 1.3673, 1.3673, 2.0503
Si, 6.8362, 1.3673, 2.0503
Si, 4.1018, 4.1018, 2.0503
Si, 9.5708, 4.1018, 2.0503
Si, 1.3673, 6.8362, 2.0503
Si, 6.8362, 6.8362, 2.0503
Si, 4.1018, 9.5708, 2.0503
Si, 9.5708, 9.5708, 2.0503
Si, 2.7345, 0, 35.9477
Si, 8.2035, 0, 35.9477
Si, 0, 2.7345, 35.9477
Si, 5.469, 2.7345, 35.9477
Si, 2.7345, 5.469, 35.9477
Si, 8.2035, 5.469, 35.9477
Si, 0, 8.2035, 35.9477
Si, 5.469, 8.2035, 35.9477
Si, 4.1018, 1.3673, 37.3149
Si, 9.5708, 1.3673, 37.3149
Si, 1.3673, 4.1018, 37.3149
Si, 6.8362, 4.1018, 37.3149
Si, 4.1018, 6.8362, 37.3149
Si, 9.5708, 6.8362, 37.3149
Si, 1.3673, 9.5708, 37.3149
Si, 6.8362, 9.5708, 37.3149
Si, -4.2433, 1.3998, 29.219
Si, 5.619, -0.0369, 27.6515
Si, 2.1775, 2.7871, 27.1351
Si, 3.1471, 1.5856, 22.5591
Si, -1.472, 4.2348, 29.2147
Si, 5.1443, 5.7529, 27.6781
Si, 2.8339, 7.9339, 27.4415
Si, 7.9903, 8.7812, 27.7792
Si, 1.0938, 0.7136, 28.8685
Si, 8.115, 2.7726, 28.0204
Si, 4.1088, 4.2378, 29.2027
Si, 11.0234, 5.1726, 27.6984
Si, 1.3082, 6.8141, 28.935
Si, 6.7806, 7.0034, 28.9449
Si, 4.0372, 9.5417, 28.8196
Si, 9.5827, 9.7403, 29.2603
Si, 2.7077, -0.142, 30.3278
Si, 8.1493, 0.1203, 30.5826
Si, -0.2373, 2.9547, 30.7107
Si, 5.3933, 2.8081, 30.5539
Si, 2.6506, 5.5645, 30.4741
Si, 8.0575, 5.6267, 30.4243
Si, -0.0749, 8.1396, 30.4211
Si, 5.3927, 8.2811, 30.3511
Si, 3.9697, 1.3643, 31.7628
Si, 9.4725, 1.4434, 32.0019
Si, 1.3254, 4.2088, 31.9115
Si, 6.7974, 4.1776, 31.8548
Si, 4.0711, 6.9141, 31.7984
Si, 9.4864, 6.8627, 31.8424
Si, 1.3305, 9.5156, 31.7809
Si, 6.7569, 9.603, 31.8114
Si, -0.0115, -0.0058, 33.1879
Si, 5.3855, 0.0353, 33.169
Si, 2.6786, 2.7478, 33.1968
Si, 8.1178, 2.8179, 33.2965
Si, -0.0695, 5.5313, 33.25
Si, 5.4154, 5.5256, 33.1964
Si, 2.7035, 8.2246, 33.2077
Si, 8.1421, 8.2488, 33.1978
Si, 1.3515, 1.3578, 34.5734
Si, 6.7874, 1.3606, 34.5811
Si, 4.0916, 4.0966, 34.5605
Si, 9.5626, 4.1176, 34.6131
Si, 1.3592, 6.85, 34.589
Si, 6.8245, 6.8415, 34.5746
Si, 4.0862, 9.5754, 34.5721
Si, 9.5609, 9.5706, 34.5675
Si, 2.7611, 0.0079, 3.4295
Si, 8.2197, -0.0014, 3.4136
Si, 0.0196, 2.7226, 3.4176
Si, 5.4803, 2.7289, 3.4345
Si, 2.7475, 5.4615, 3.4063
Si, 8.2044, 5.4618, 3.4129
Si, 0.0213, 8.2036, 3.4243
Si, 5.4937, 8.211, 3.4284
Si, 4.1731, 1.3202, 4.8324
Si, 9.643, 1.3025, 4.778
Si, 1.4242, 4.0602, 4.7772
Si, 6.8759, 4.0753, 4.7998
Si, 4.1598, 6.782, 4.761
Si, 9.6101, 6.7905, 4.7672
Si, 1.4279, 9.5495, 4.7905
Si, 6.8885, 9.568, 4.8073
Si, 0.0819, -0.039, 6.1943
Si, 5.554, -0.0407, 6.255
Si, 2.8157, 2.7156, 6.166
Si, 8.2698, 2.6601, 6.1048
Si, 0.0123, 5.3759, 6.1239
Si, 5.5296, 5.4546, 6.1817
Si, 2.8041, 8.1364, 6.1027
Si, 8.2984, 8.1956, 6.1293
Si, 1.4737, 1.3445, 7.5407
Si, 7.0206, 1.3467, 7.5967
Si, 4.2117, 4.0384, 7.57
Si, 9.6317, 3.9504, 7.503
Si, 1.4025, 6.7676, 7.4059
Si, 6.9496, 6.8477, 7.4895
Si, 4.1908, 9.4038, 7.5356
Si, 9.6869, 9.4802, 7.5694
Si, 2.9028, -0.0597, 8.7994
Si, 8.4361, -0.0484, 8.9761
Si, 0.0507, 2.616, 8.9633
Si, 5.6951, 2.7719, 8.9726
Si, 2.6669, 5.3604, 8.7831
Si, 8.2756, 5.3937, 8.7575
Si, 0.0534, 7.9919, 8.9093
Si, 5.7069, 8.2144, 8.962
Si, 4.5499, 1.0355, 10.0115
Si, 10.0009, 1.0258, 10.4033
Si, 1.1508, 4.279, 10.1744
Si, 6.8461, 4.4112, 10.2982
Si, 4.7627, 6.817, 10.5838
Si, 9.8043, 6.4237, 10.1718
Si, 1.6481, 10.0604, 10.6271
Si, 6.8438, 9.8061, 10.3019
O, 5.4684, 3.1849, 25.1768
O, 28.7032, 31.7083, 27.1952
O, 3, 2.6376, 25.7386
O, 8.946, 8.3058, 26.5289
O, -0.0131, 5.3266, 10.7212
O, 33.808, 30.5304, 10.1106
O, 0.3555, 0.1255, 10.9894
O, 5.7666, 5.5352, 10.8758
O, 7.8385, 3.9298, 11.5424
O, 9.0425, 7.024, 11.4961
O, 2.6243, 9.6826, 11.9127
O, 9.0948, 1.5784, 11.6793
O, 7.5311, 9.1906, 11.6894
O, 5.6446, -0.0317, 10.6949
O, 4.3485, 7.592, 11.9666
O, 2.0096, 3.8271, 11.5162
O, 9.2686, 3.2203, 25.2211
O, 1.0395, 3.9687, 27.0411
O, 10.222, 5.9298, 26.4644
O, 0.5746, 2.0682, 29.5872
O, -0.1041, 21.5215, 28.521
O, 2.2, 8.4117, 25.9724
O, -3.6696, 14.7129, 27.0178
O, 3.2382, 3.1352, 28.318
Si, 6.2912, 8.6439, 19.499
Si, 8.0436, 5.2956, 16.757
Si, 1.3231, 1.987, 16.7813
Si, 1.3908, 5.6206, 19.922
Si, 3.1677, 3.9133, 18.2662
Si, 9.8761, 8.9797, 15.0948
Si, -4.7516, 15.4007, 25.9661
Si, 8.1852, 0.2609, 15.754
Si, 0.2908, -0.0523, 18.668
Si, 2.1034, 9.0135, 15.2574
Si, 5.5336, 6.1863, 21.5269
Si, 2.831, -0.5933, 20.2594
Si, 8.2495, 2.6898, 12.5348
Si, 2.7255, 7.5941, 21.7787
Si, 0.4907, 0.5557, 23.7969
Si, 8.2051, 7.9453, 12.5322
Si, 9.5493, 5.1206, 19.1284
Si, 8.7789, 9.2587, 17.7879
Si, 9.4185, 1.6489, 25.6524
Si, 3.6231, 8.7521, 12.8475
Si, 4.7962, 3.1755, 20.757
Si, 1.3749, -2.4269, 24.5452
Si, 2.8953, 1.0954, 14.5016
Si, 7.3433, 5.5261, 24.1293
Si, 6.5204, 6.9066, 14.7816
Si, 5.3225, 4.5538, 16.0742
Si, 9.3495, 13.1328, 19.7053
Si, -1.3112, 7.1709, 25.5816
Si, 8.5223, 0.9001, 23.1757
Si, 2.9864, 2.7332, 12.1899
Si, 5.6104, 9.8256, 14.999
Si, 6.8214, 0.6196, 20.797
Si, 5.3726, 2.4961, 13.7729
Si, 9.4882, 2.9316, 15.3954
Si, 4.0683, 9.4902, 17.553
Si, 4.4146, 1.9327, 25.2993
Si, 10.4712, 4.1899, 21.5287
Si, 8.823, 3.7884, 23.7531
O, 6.5814, 4.6543, 17.1177
O, 5.5272, 4.6514, 20.9064
O, 9.4225, 5.2438, 20.7688
O, 7.7919, 8.5225, 18.846
O, 7.9934, -0.3338, 17.2661
O, 5.1356, -2.4452, 18.3235
O, 4.7988, -0.5988, 16.3467
O, 10.1063, 2.6693, 21.0646
O, -0.0144, 1.1682, 25.2361
O, 2.7372, 5.2621, 19.0906
O, 6.7913, 2.1214, 13.0561
O, 4.5044, 1.1535, 14.1555
O, 5.7851, 1.8752, 20.9325
O, 4.3517, 3.4026, 12.8378
O, 3.2019, -1.9683, 21.0491
O, 8.5894, 5.9703, 18.1452
O, 8.3463, 11.6505, 24.8042
O, 7.4301, 0.132, 22.2546
O, 9.566, 10.5962, 15.0905
O, 2.6599, 1.9338, 15.8602
O, -1.871, 12.5727, 27.2288
O, 3.6399, 3.0265, 21.9293
O, -0.5405, 12.2416, 18.8949
O, 15.0779, 12.1798, 23.8342
O, 1.5866, 1.541, 23.0745
O, 10.215, 9.6294, 18.4805
O, 3.5455, 10.4447, 18.7833
O, 9.2532, 8.4012, 13.7047
O, 10.2503, 4.3335, 23.1172
O, 1.123, 0.437, 17.334
O, 12.5884, 12.2044, 27.4318
O, 2.1253, 1.8977, 13.3019
O, 1.2084, -0.8705, 24.0919
O, 5.2874, 5.8595, 15.0668
O, 0.5201, 8.6697, 15.2639
O, 6.9127, -0.1469, 14.8174
O, 7.8273, 6.3506, 15.5564
O, 9.1977, 4.3176, 16.1693
O, 6.1246, 7.3692, 20.5338
O, 3.3027, 0.5492, 21.3084
O, 2.8061, 8.7625, 16.7424
O, 0.0524, 2.4697, 15.86
O, 2.1531, 7.7894, 23.2981
O, 9.2341, 3.1358, 13.7759
O, 5.6657, 3.2638, 15.1578
O, 6.433, 6.1328, 22.8999
O, 2.7783, 8.0744, 14.088
O, 8.0476, 1.2548, 19.9221
O, -1.8142, 3.5512, 18.8199
O, 12.5296, -3.9312, 20.7488
O, 9.1555, 8.392, 16.4492
O, 8.4267, 6.6831, 24.5956
O, 8.3618, 1.857, 15.8793
O, 8.236, 2.5034, 22.9062
O, 4.1565, 3.0598, 19.2496
O, 4.8143, 9.6201, 13.579
O, 2.3039, -0.392, 14.7104
O, 3.9421, 4.3908, 16.9109
O, 1.0626, 4.4914, 21.071
O, 10.0739, 0.4166, 22.8549
O, 0.15, 5.6275, 18.8427
O, 3.9986, 6.5867, 21.9084
O, 6.2002, -0.7712, 20.1673
O, 6.1229, 8.3357, 15.4284
O, 1.7926, 3.0646, 17.9342
O, 6.9826, 7.0919, 13.2225
O, 10.8388, 7.8326, 24.7205
O, 1.2352, 10.4932, 19.9362
O, 14.4473, 1.6174, 11.1393
O, -6.9621, -4.149, 27.066
O, 4.9896, 0.7898, 26.3442
O, -7.5818, 6.3037, 9.9587

Results
free energy: -160123.291 eV
free energy less fixed offsets of O -568.88, Si -635.61 eV per atom: 0.449 eV

Forces (eV/angstrom), in the order of the atoms: element, x, y, z
Si, 0.0465, -0.063, 0.0208
Si, 0.0196, -0.0151, -0.0036
Si, 0.0256, -0.06, -0.0011
Si, 0.0121, -0.0346, 0.0027
Si, 0.0001, -0.0247, -0.003
Si, 0.0041, -0.0322, 0.01
Si, -0.0007, -0.0467, -0.0036
Si, 0.0696, -0.0476, -0.0043
Si, 0.1601, -0.0237, -0.0074
Si, 0.07, 0.0313, 0.0518
Si, 0.0645, -0.163, -0.0072
Si, 0.0782, -0.0878, 0.0503
Si, 0.0836, -0.0043, -0.0254
Si, 0.0521, 0.0284, -0.0106
Si, 0.0923, -0.0384, 0.0698
Si, 0.0548, -0.1105, 0.008
Si, -0.0241, 0.0378, -0.0097
Si, -0.0675, 0.0525, -0.1355
Si, -0.0338, -0.0609, 0.0283
Si, -0.1962, 0.0553, 0.0599
Si, -0.066, -0.0712, -0.0854
Si, -0.1225, 0.1707, 0.1413
Si, -0.0751, 0.0992, 0.039
Si, -0.0503, 0.0743, -0.052
Si, -0.0569, 0.0888, 0.0111
Si, -0.0372, 0.0688, 0.0091
Si, 0.0358, 0.0031, 0.0124
Si, 0.0084, 0.0363, -0.0078
Si, -0.0088, 0.0216, -0.0145
Si, -0.0548, 0.0448, 0.005
Si, -0.0544, 0.0528, -0.0033
Si, -0.0051, 0.0152, 0.005
Si, -0.0215, -0.0116, 0.0066
Si, -0.0043, 0.0019, -0.0099
Si, -0.0036, -0.0027, -0.0055
Si, -0.0017, -0.0018, -0.0021
Si, -0.0158, -0.0057, 0.0003
Si, -0.0116, 0.0067, 0.0092
Si, -0.0095, 0.0075, -0.0079
Si, -0.0167, -0.022, 0.0199
Si, -0.0086, 0.0168, -0.0068
Si, 0.0333, 0.0231, 0.0017
Si, -0.0087, 0.0106, 0.0005
Si, 0.0057, -0.0011, 0.0039
Si, -0.0112, 0.0067, 0.0032
Si, 0.0154, 0.0102, 0.0139
Si, 0.0007, -0.0025, 0.0049
Si, 0.0058, 0.012, -0.0052
Si, 0.0055, 0.001, 0.0053
Si, 0.0098, 0.0039, 0.0086
Si, 0.0155, 0.0018, -0.0108
Si, 0.0031, -0.0013, 0.0072
Si, 0.0071, -0.0052, 0.0007
Si, -0.0077, 0.0034, -0.006
Si, 0.0103, -0.0111, 0.0015
Si, 0.0045, -0.0114, -0.005
Si, -0.0039, 0.0041, -0.0098
Si, -0.0074, -0.0055, -0.0014
Si, -0.0005, -0.0021, -0.0034
Si, 0.0063, 0.0037, -0.007
Si, 0.0018, 0.0066, 0.0011
Si, -0.0069, -0.0002, -0.0051
Si, -0.0041, 0.0015, -0.0019
Si, -0.0068, -0.0045, -0.0024
Si, 0.0018, -0.0003, -0.004
Si, 0.0071, -0.0043, -0.003
Si, -0.0009, 0, -0.0013
Si, 0, 0.0031, -0.0038
Si, 0.0002, -0.001, -0.0029
Si, -0.0005, -0.0028, -0.0057
Si, 0.0021, -0.004, -0.0035
Si, 0.0067, -0.0007, -0.002
Si, 0.0002, 0.0015, -0.0018
Si, 0.0002, 0.0012, -0.0003
Si, 0.0005, 0.0006, -0.0033
Si, -0.0015, -0.001, -0.0026
Si, -0.0022, 0.0022, 0.001
Si, -0.0017, -0.0001, -0.0026
Si, -0.0039, 0.0018, 0.0003
Si, -0.0038, -0.0007, -0.002
Si, -0.0022, -0.0009, 0.0012
Si, 0.0004, -0.0003, -0.0013
Si, 0.002, -0.0002, 0
Si, 0.0007, 0.0012, -0.001
Si, 0.002, -0.0009, -0.0004
Si, 0.0006, 0.0014, 0.0015
Si, 0.0004, -0.0013, -0.001
Si, 0.0003, -0.0009, 0.0006
Si, 0.0004, 0.0026, 0.0039
Si, -0.0029, 0.0028, 0.0022
Si, 0.0002, 0.0022, 0.0061
Si, -0.0032, -0.0014, 0.0002
Si, -0.0046, 0.0026, -0.0004
Si, -0.0013, 0.0019, 0.0048
Si, 0.0032, -0.0021, -0.0005
Si, 0.0021, 0.0006, 0.0054
Si, 0.0059, 0.0043, 0.0053
Si, -0.0037, -0.0029, 0.0039
Si, -0.0027, -0.0042, -0.0026
Si, 0.003, 0.0034, 0.0007
Si, -0.0026, -0.0033, -0.0033
Si, 0.0051, -0.0013, 0.0083
Si, -0.0008, 0.0017, 0.0065
Si, -0.0017, -0.0048, 0
Si, -0.0003, -0.0001, -0.0054
Si, 0.0051, -0.0098, 0.0015
Si, 0.0036, -0.0006, -0.0015
Si, 0.0046, -0.0088, 0
Si, 0.0061, 0.001, -0.005
Si, -0.0019, 0.0023, -0.0088
Si, 0.0089, -0.0131, -0.0066
Si, -0.0058, -0.0023, -0.0018
Si, -0.0058, 0.002, -0.0012
Si, -0.0005, 0.0097, -0.0035
Si, 0.0008, 0.0134, 0.0011
Si, -0.0044, -0.002, -0.0038
Si, 0.0051, 0.0088, 0.0022
Si, -0.0026, -0.0003, -0.0088
Si, 0.0064, 0.0064, 0.0024
Si, -0.0018, 0.012, 0.0065
Si, 0.005, 0.0023, 0.0209
Si, -0.0031, 0.0108, 0.0001
Si, 0.0006, -0.0213, 0.0015
Si, -0.0059, 0.0015, 0.0124
Si, -0.0013, 0.0017, -0.0105
Si, 0.0039, 0.0027, 0.0157
Si, 0.0027, 0.0012, -0.0028
Si, -0.0023, -0.0134, -0.0086
O, 0.0118, 0.0142, 0.0051
O, 0.008, -0.0061, -0.0023
O, 0.0081, -0.0013, -0.0012
O, 0.0049, 0.0023, -0.0135
O, -0.0048, 0.0052, -0.005
O, -0.0034, 0.0017, -0.0042
O, -0.0001, -0.0054, -0.001
O, 0.0031, -0.0007, -0.0027
O, 0.0014, 0.001, -0.0063
O, 0.0043, -0.0069, -0.0093
O, -0.0005, -0.0017, 0.0007
O, 0.0019, -0.0029, -0.0047
O, -0.0003, -0.0004, -0.0042
O, -0.0132, 0.0147, -0.0084
O, -0.0033, 0.0045, 0.0023
O, 0, 0.0017, -0.0004
O, -0.0076, 0.015, -0.0103
O, 0.0025, -0.0018, -0.0005
O, -0.0083, 0.0061, -0.0077
O, -0.0041, -0.0065, 0.0074
O, -0.0047, -0.0039, 0.0041
O, -0.002, -0.0011, 0.0017
O, -0.01, 0.0008, -0.0134
O, -0.0041, -0.0091, -0.0046
Si, -0.0001, 0.0006, -0.0002
Si, -0.0005, -0.0012, 0.0041
Si, 0.0004, 0.0024, 0.0032
Si, 0.0022, 0.0022, 0
Si, -0.0004, -0.0036, -0.0003
Si, -0.0002, -0.0016, 0.0032
Si, -0.0122, -0.0084, 0.0064
Si, 0.001, 0.0015, 0.005
Si, -0.0034, 0.0061, 0.0059
Si, 0.0025, -0.0004, 0.004
Si, -0.0018, 0.0003, -0.008
Si, -0.0043, 0.0028, 0.0059
Si, -0.001, 0.0004, 0.0058
Si, -0.0044, 0.0017, -0.0037
Si, 0.0032, -0.0026, 0.0034
Si, -0.0054, 0.0053, 0.0103
Si, -0.0001, -0.0041, 0.0043
Si, -0.0001, -0.0013, 0.0034
Si, 0.0063, -0.0114, -0.0044
Si, 0.0023, -0.0028, 0.0039
Si, -0.0007, -0.0017, -0.002
Si, 0.0042, 0.0024, 0.0003
Si, 0, 0, 0.0049
Si, 0.0084, -0.0155, -0.0096
Si, -0.0003, 0.0007, 0.0006
Si, -0.0001, 0.0001, 0.0034
Si, 0.009, -0.0023, -0.0057
Si, 0.01, -0.0061, 0.0068
Si, 0.0002, -0.0018, -0.0053
Si, 0.0025, -0.003, 0
Si, -0.0041, -0.0012, 0.0035
Si, -0.0015, -0.0013, -0.0022
Si, -0.0022, 0.0019, 0.0015
Si, 0.0013, 0.0006, 0.004
Si, -0.0013, -0.0004, 0.0019
Si, -0.0123, -0.0049, -0.001
Si, -0.0045, -0.0037, 0.0005
Si, 0.0168, -0.0046, -0.0158
O, 0.0019, 0.002, -0.0035
O, 0.0004, 0.0023, 0.0016
O, 0.0005, -0.0035, -0.0005
O, 0.0003, 0, -0.0021
O, -0.0008, -0.0005, -0.0026
O, 0.0009, -0.0006, -0.0024
O, 0.0004, 0.0005, -0.0039
O, -0.0012, 0.0005, -0.0058
O, -0.0018, -0.0001, -0.0044
O, -0.004, 0.0068, 0.0029
O, 0.0007, 0.0003, -0.0027
O, -0.0019, -0.0008, -0.0037
O, 0.0003, 0.0002, -0.0004
O, 0.0006, -0.0032, -0.0031
O, -0.0066, -0.0001, -0.0029
O, -0.0015, 0.0003, -0.0036
O, -0.0001, 0.0013, 0.0048
O, -0.0007, -0.0015, -0.0004
O, -0.0001, 0.0017, -0.0037
O, -0.0015, 0.0004, -0.0023
O, -0.0072, 0.0005, -0.0002
O, 0.0005, 0.001, -0.0003
O, -0.0021, -0.0032, 0.0031
O, 0.0009, 0, -0.0005
O, -0.0006, -0.0012, 0.0008
O, 0.0015, 0.0044, -0.0015
O, -0.001, 0.0007, -0.0013
O, 0.0027, 0.0024, 0.0015
O, -0.0057, -0.0063, 0.0053
O, -0.0012, -0.0011, -0.0002
O, -0.0027, -0.0001, 0.004
O, 0.001, 0.0001, -0.0035
O, -0.0043, 0.0043, 0.0016
O, -0.0004, -0.0015, -0.002
O, -0.0014, 0.0009, -0.0047
O, 0.002, 0.0018, -0.0039
O, 0.0011, -0.0007, -0.001
O, -0.0013, 0.0021, -0.0012
O, -0.0011, -0.002, 0.0022
O, -0.0045, -0.0081, -0.0069
O, -0.0001, 0.0005, -0.0027
O, 0.0001, 0.0003, -0.0041
O, 0.001, -0.001, -0.0029
O, 0.0014, 0.0009, -0.0014
O, 0.0009, 0.004, -0.0003
O, -0.0003, 0.0036, 0.0046
O, -0.0032, -0.0006, -0.0002
O, 0.0002, -0.0013, -0.002
O, -0.001, -0.002, 0.0051
O, 0.0048, -0.0006, 0.004
O, -0.0009, 0.0015, -0.0022
O, -0.011, 0.0013, -0.0088
O, -0.001, -0.0007, -0.0041
O, -0.0005, 0.0037, 0.0019
O, 0.0019, -0.0015, 0.0009
O, 0.0027, 0.0014, -0.0008
O, -0.0006, 0.0003, -0.0043
O, 0.0018, 0.0008, -0.0053
O, 0.0034, -0.0002, -0.0031
O, 0.0017, -0.0013, 0.0008
O, 0.0016, 0, -0.0037
O, 0.0004, 0.001, -0.002
O, 0.0002, 0.0011, 0
O, 0.0007, 0.0005, -0.0027
O, -0.001, -0.0012, -0.002
O, -0.0001, -0.0004, -0.0003
O, 0.0049, 0.0036, -0.0026
O, 0.0065, 0.0018, -0.0035
O, 0.0018, 0.0068, -0.0045
O, 0.0165, -0.0143, -0.0018
O, 0.0001, 0.0036, 0.0034
O, 0, -0.0005, -0.0004

The program warned: the cutoff lies below the one the program advises for these potential files; the forces do not sum to zero within the program's tolerance; the exchange-correlation potential is rough where the density is thin.
